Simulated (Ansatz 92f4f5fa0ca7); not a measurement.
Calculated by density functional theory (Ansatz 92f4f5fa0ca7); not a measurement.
Periodic cell of 224 atoms, Si133O90H1, from a study of silicon, its oxide and their interface. The atomic structure is a simulated model.
Doubt: the cutoff is far below the 930 eV that the study's wrapper takes by default for these files, so forces and energies are approximate.

Settings: functional PBE; potential files Ansatz PAW; basis plane waves; wave-function cutoff 580 eV; density cutoff ratio 5; exchange-correlation grid ratio 1; k mesh 1 x 1 x 1, Gamma-centred; self-consistency stop 5e-08 eV per atom in the density residual; occupations fixed; spin none; net charge +1 e, with a uniform compensating background and no finite-size correction.

Cell vectors (angstrom)
a 10.938 0 0
b 0 10.938 0
c 0 0 32.3533

Atoms: element, x, y, z (angstrom)
Si 0.375 -0.331 24.7051
Si 5.2786 0.3062 25.0478
Si 3.1221 2.4588 25.0119
Si 7.9245 2.9242 25.0109
Si -0.2027 5.6493 24.7389
Si 5.7677 5.1236 24.8786
Si 2.6352 8.3842 24.5918
Si 8.5088 7.8625 24.7781
Si 1.4246 1.2746 26.1552
Si 6.8004 1.4261 26.4126
Si 4.2143 4.0572 26.3175
Si 9.6 4.1163 26.18
Si 1.4169 6.8456 26.0483
Si 6.9046 6.7748 26.1631
Si 4.0862 9.5288 26.1429
Si 9.6666 9.5062 26.0907
Si 2.7541 -0.0512 27.5738
Si 8.2547 -0.0407 27.5347
Si 0.0296 2.6988 27.5136
Si 5.4711 2.7436 27.7204
Si 2.7456 5.473 27.5123
Si 8.2368 5.4489 27.5847
Si 0.0502 8.1706 27.5387
Si 5.4913 8.1767 27.51
Si 4.1018 1.3673 28.935
Si 9.5708 1.3673 28.935
Si 1.3673 4.1018 28.935
Si 6.8362 4.1018 28.935
Si 4.1018 6.8362 28.935
Si 9.5708 6.8362 28.935
Si 1.3673 9.5708 28.935
Si 6.8362 9.5708 28.935
Si 0 0 30.3023
Si 5.469 0 30.3023
Si 2.7345 2.7345 30.3023
Si 8.2035 2.7345 30.3023
Si 0 5.469 30.3023
Si 5.469 5.469 30.3023
Si 2.7345 8.2035 30.3023
Si 8.2035 8.2035 30.3023
Si 1.3673 1.3673 31.6695
Si 6.8362 1.3673 31.6695
Si 4.1018 4.1018 31.6695
Si 9.5708 4.1018 31.6695
Si 1.3673 6.8362 31.6695
Si 6.8362 6.8362 31.6695
Si 4.1018 9.5708 31.6695
Si 9.5708 9.5708 31.6695
Si 2.7345 0 0.6835
Si 8.2035 0 0.6835
Si 0 2.7345 0.6835
Si 5.469 2.7345 0.6835
Si 2.7345 5.469 0.6835
Si 8.2035 5.469 0.6835
Si 0 8.2035 0.6835
Si 5.469 8.2035 0.6835
Si 4.1018 1.3673 2.0507
Si 9.5708 1.3673 2.0507
Si 1.3673 4.1018 2.0507
Si 6.8362 4.1018 2.0507
Si 4.1018 6.8362 2.0507
Si 9.5708 6.8362 2.0507
Si 1.3673 9.5708 2.0507
Si 6.8362 9.5708 2.0507
Si 0 0 3.418
Si 5.469 0 3.418
Si 2.7345 2.7345 3.418
Si 8.2035 2.7345 3.418
Si 0 5.469 3.418
Si 5.469 5.469 3.418
Si 2.7345 8.2035 3.418
Si 8.2035 8.2035 3.418
Si 1.2345 1.4926 4.7626
Si 6.8012 1.3872 4.8342
Si 4.1268 4.0329 4.8011
Si 9.5436 4.1047 4.8568
Si 1.3679 6.822 4.7836
Si 6.7998 6.8915 4.7773
Si 4.0695 9.6334 4.7866
Si 9.5897 9.566 4.733
Si 2.6553 0.1662 5.9886
Si 8.1946 -0.0507 6.0508
Si -0.1557 2.7292 6.3705
Si 5.4433 2.6909 6.3403
Si 2.6899 5.3682 6.0801
Si 8.1769 5.5409 6.1452
Si 0.0381 8.2423 6.1154
Si 5.4118 8.2767 6.1788
Si 3.667 1.5645 7.6095
Si 9.6005 0.9197 7.658
Si 1.5498 3.9142 7.5903
Si 6.5434 4.4723 7.4908
Si 4.2293 6.5891 7.3257
Si 9.37 7.1603 7.4264
Si 1.1641 9.9496 7.3315
Si 7.0947 9.3834 7.4746
O 9.5973 6.7404 24.1665
O 4.1982 1.3663 24.3042
O 8.1963 8.22 7.9542
O 2.647 2.7768 8.143
O 6.8712 4.005 24.2717
O 1.5139 9.5302 24.081
O 5.3963 5.588 7.9384
O -0.0313 -0.0443 7.9639
O 7.1241 4.0627 8.9786
O 6.7123 10.2316 8.8695
O 10.1885 6.6969 8.7869
O 2.0879 9.6036 8.6478
O 3.9051 0.6224 8.9769
O 1.0697 4.7349 8.959
O 8.841 0.8225 9.167
O 3.4029 7.1696 8.6161
O 7.7758 8.4839 23.4294
O 8.5525 1.9567 23.8535
O 5.0406 5.7268 23.5339
O 2.5358 3.3659 23.7903
O 10.6482 0.3899 23.3672
O 0.4142 4.9206 23.3749
O 3.405 7.7828 23.218
O 6.2591 10.6426 23.8919
Si 9.5514 2.5322 19.984
Si 5.6402 6.6794 19.6496
Si 7.9865 3.449 14.5784
Si 13.3457 3.2401 13.3842
Si 4.6939 1.4495 13.6195
Si 5.0303 7.2285 14.3154
Si 4.0174 5.4724 12.2692
Si 4.0106 6.4205 22.4833
Si 9.6349 10.7052 14.4302
Si 6.8331 5.5715 12.6329
Si 7.3435 1.9378 12.2097
Si 3.32 13.4912 17.8593
Si 8.008 4.3764 10.292
Si 9.2535 7.8615 14.7163
Si 7.5377 0.4951 18.5201
Si 9.8071 5.1867 16.2646
Si 7.684 9.6587 16.3562
Si 2.2043 11.3335 12.4625
Si 8.024 15.8476 18.8065
Si 12.4937 13.4178 20.1057
Si -1.6494 1.0461 22.7352
Si 4.9342 10.0426 15.4313
Si 2.8406 10.8893 19.2264
Si 5.5527 9.6525 20.1363
Si 10.7588 5.4744 9.7083
Si 7.1112 9.8291 22.7863
Si 6.2868 13.8251 17.0556
Si -3.1317 -0.1888 9.982
Si 1.7843 4.3015 16.1253
Si -1.7043 9.1473 12.0343
Si 1.0318 8.8794 14.2957
Si 3.4811 7.6323 10.1593
Si 1.763 4.2752 22.7025
Si 2.592 9.099 16.9563
Si 13.9967 10.3626 9.7208
Si 4.0605 6.4088 17.0801
Si 11.6778 -3.4702 11.7233
O 5.1255 6.6645 15.8501
O 3.7364 2.657 14.1538
O 6.664 3.2172 15.5025
O 3.9664 10.0632 20.0777
O 4.2265 6.4311 10.9659
O 1.3759 3.266 21.4994
O 4.0732 9.1696 10.2625
O -3.3561 -5.2184 11.1742
O 10.6639 -2.2477 11.4244
O 9.2643 3.7796 15.556
O 5.4553 4.7168 12.3933
O 3.5436 10.1961 16.2232
O 6.3711 6.9351 13.4203
O 10.3677 9.1756 14.7899
O 6.0723 9.6396 16.5056
O 9.7907 6.3822 15.141
O 13.7829 4.3272 12.2159
O 6.7435 1.3711 17.4002
O 1.7338 8.5026 15.712
O 1.9553 9.8622 18.2751
O 14.3076 7.8061 17.5378
O 4.7034 14.0711 17.2648
O 8.6596 12.3697 19.198
O 5.8303 2.1286 12.7265
O 8.2623 2.1432 13.597
O 2.7324 5.461 22.1627
O 8.9137 14.9748 19.8731
O 2.0532 10.9459 10.8917
O -3.1425 4.7591 13.6518
O 10.6526 11.8686 14.9196
O 7.8249 3.1238 11.2633
O 8.7585 7.9777 13.1216
O 2.7518 14.1647 19.2564
O 12.499 4.0615 14.5128
O 8.2938 10.7979 22.2114
O 12.9665 7.7571 10.8299
O 12.5694 1.9331 12.7338
O 8.1908 10.712 15.2085
O 4.8331 16.8611 18.434
O 8.271 10.1477 17.8027
O 5.3206 11.492 14.8122
O 3.8156 0.4309 12.7085
O 7.0206 14.8267 18.0717
O -1.5687 10.6024 12.8012
O 9.6692 2.0485 21.5222
O 5.813 8.2714 19.3046
O 2.9595 5.3457 16.5434
O -2.608 -1.5741 10.7016
O 6.4463 21.8332 19.5898
O 12.0159 7.5378 13.3314
O 6.0437 9.3737 21.6549
O 2.148 2.8356 16.7567
O 7.1448 16.9362 19.6654
O 7.2471 11.5653 11.2732
O 8.9586 16.5057 17.6196
O 1.9269 0.8662 20.2476
O 3.7899 -4.4913 13.5759
O 8.1 8.1657 15.8439
O 0.178 6.0201 11.2188
O 4.8116 8.8461 14.312
O 11.0514 13.507 19.334
O 4.8283 6.6014 21.0711
O 1.5989 10.1815 13.4648
O 11.334 4.8958 16.718
O 3.5865 0.9954 18.217
O 9.5663 4.3921 9.8626
H 10.3354 12.7855 14.9763

Results
free energy: -135753.471 eV
free energy less fixed offsets of H -15.97, O -568.88, Si -635.61 eV per atom: -2.171 eV

Forces (eV/angstrom), in the order of the atoms: element, x, y, z
Si 0.1248 -0.0431 0.0376
Si -0.1701 0.1217 -0.1592
Si 0.1218 -0.1903 -0.2164
Si -0.0899 0.1379 -0.1067
Si -0.1583 0.0901 -0.004
Si 0.2071 -0.1308 -0.1634
Si -0.0799 0.1964 0.1065
Si 0.0944 -0.0968 0.0145
Si -0.0178 0.0239 -0.1516
Si 0.0823 -0.0727 -0.2259
Si -0.0955 0.0567 -0.2656
Si -0.0174 -0.0334 -0.1797
Si -0.0022 -0.0593 -0.2331
Si -0.0121 0.0208 -0.1794
Si 0.0548 0.0322 -0.1729
Si -0.0654 0.022 -0.1501
Si 0.0151 -0.0099 0.0252
Si 0.0956 -0.1119 0.0181
Si 0.0269 -0.0309 0.0258
Si 0.0589 0.0469 0.1512
Si -0.0458 0.0195 0.0843
Si -0.0258 -0.0409 0.0317
Si 0.0181 -0.0067 -0.0914
Si 0.037 -0.036 0.0302
Si -0.3648 -0.404 0.5112
Si 0.1715 -0.1089 -0.2847
Si 0.0586 -0.0306 -0.4493
Si 0.4231 0.3485 0.7307
Si 0.03 0.0106 -0.3566
Si 0.2129 0.0238 -0.0253
Si 0.0168 -0.1629 0.0857
Si 0.1237 -0.1624 -0.3853
Si 0.0024 0.0085 -0.0266
Si -0.0565 0.0623 -0.0119
Si -0.0311 -0.0692 0.0065
Si -0.0457 0.106 0.0005
Si -0.0639 0.0345 -0.0225
Si 0.0812 0.0263 0.0033
Si -0.0405 0.0528 -0.0276
Si 0.0003 0.0198 -0.0247
Si -0.0272 0.0081 0.0005
Si 0.047 -0.0654 -0.0189
Si 0.028 0.0059 -0.022
Si 0.0467 -0.0606 -0.0143
Si 0.0921 -0.0273 -0.0295
Si -0.0284 -0.0055 -0.009
Si 0.0121 -0.0549 -0.0241
Si -0.0125 0.0176 -0.0141
Si 0.057 -0.0048 -0.0124
Si -0.0571 0.0533 0.0125
Si -0.0273 0.03 0.0485
Si -0.0443 0.0429 0.0331
Si -0.0951 0.0355 0.0023
Si 0.0063 -0.0096 -0.0149
Si -0.0198 0.0032 0.0246
Si 0.0268 0.028 0.0416
Si -0.0936 -0.1259 0.0188
Si 0.0005 -0.1329 -0.0153
Si 0.1558 0.0434 -0.0081
Si 0.0551 0.0583 0.03
Si -0.012 -0.054 0.0211
Si -0.0953 -0.0688 0.0173
Si 0.0565 0.0574 0.0099
Si 0.0902 0.0159 0.0145
Si -0.0837 0.2776 -0.3422
Si 0.0273 0.1911 0.066
Si -0.2105 0.1714 -0.1624
Si -0.1275 0.0688 0.4071
Si -0.1577 -0.1892 0.2274
Si -0.0464 -0.117 0.1577
Si 0.0462 0.0457 0.1292
Si -0.0469 -0.0016 -0.2811
Si -0.1397 0.1066 -0.0007
Si -0.0324 0.0846 -0.0793
Si 0.0965 -0.0603 -0.0764
Si 0.0131 0.0795 -0.0994
Si 0.0051 0.0124 -0.1061
Si -0.0383 0.13 0.0056
Si -0.055 -0.0255 -0.0575
Si 0.1441 -0.097 -0.1274
Si 0.0981 -0.0512 0.1771
Si -0.0566 -0.0665 0.2459
Si 0.0505 -0.0505 0.2991
Si -0.1483 0.0605 0.1677
Si -0.0259 -0.0189 0.1177
Si -0.0665 -0.0059 0.183
Si 0.0044 0.1354 0.1877
Si 0.0659 -0.1339 0.1917
Si 0.0097 0.1251 -0.1694
Si 0.2842 -0.0743 -0.1305
Si 0.1039 -0.2085 -0.096
Si -0.1283 0.1363 0.0573
Si 0.1711 0.062 -0.0792
Si -0.1638 0.1788 -0.0862
Si -0.045 -0.1746 -0.1388
Si -0.0303 -0.2557 -0.196
O 0.0227 0.0929 0.4531
O -0.0336 0.005 0.7076
O 0.0246 0.0494 -0.174
O -0.0636 0.073 -0.2754
O -0.0311 0.0471 0.608
O -0.1256 -0.0278 0.3893
O -0.0018 -0.1015 -0.3162
O -0.0279 0.0626 -0.1876
O 0.1069 -0.0079 0.1245
O 0.0247 -0.0696 0.2155
O 0.1388 -0.1307 0.3906
O 0.0344 -0.0998 0.3321
O 0.0064 0.0003 0.2399
O -0.1285 0.1189 0.2657
O -0.0201 -0.0906 0.2114
O -0.091 0.0495 0.3108
O -0.0563 0.1348 -0.0653
O 0.125 -0.0942 -0.2456
O -0.0905 0.08 -0.1364
O -0.1188 0.1134 -0.2182
O -0.1016 0.0296 -0.0836
O 0.1045 -0.0208 0.007
O -0.0351 -0.0331 0.0534
O 0.1144 -0.1522 -0.2556
Si 0.1759 0.0302 0.3115
Si 0.0418 0.0823 0.4889
Si -0.409 0.1348 -0.1
Si 0.2284 0.1056 -0.1772
Si -0.0402 0.2404 -0.2236
Si -0.1046 -0.2497 -0.1212
Si 0.1611 -0.1518 -0.3966
Si -0.0059 -0.04 0.5445
Si -1.5476 3.1708 -0.9216
Si -0.2833 -0.3755 -0.5283
Si -0.2408 0.3172 -0.5422
Si -0.0464 0.0719 0.5431
Si -0.1092 0.0236 -0.4711
Si -2.4392 -2.8018 -0.3263
Si -0.1248 0.4736 0.8959
Si -0.0317 -0.8894 0.9617
Si -0.9011 0.3307 1.283
Si 0.6788 0.8581 -1.026
Si -0.147 -0.1876 0.8072
Si -0.1103 0.0655 0.3612
Si 0.0367 0.0968 0.5164
Si -0.0871 0.0684 -0.3109
Si 0.1091 0.3601 0.8164
Si -0.0109 -0.0629 0.4163
Si -0.0668 -0.1089 -0.826
Si -0.0613 -0.0524 0.5697
Si -0.0337 0.1213 0.2573
Si -0.107 0.326 -1.0469
Si 0.2795 -0.2607 -0.0103
Si -0.3283 -0.0406 -2.1079
Si 3.4902 -0.5021 -1.1835
Si 0.2506 0.0094 -0.5877
Si -0.0494 -0.0582 0.5404
Si 0.7692 0.3726 1.2737
Si 0.0452 0.0461 -0.7705
Si 0.3091 -0.3221 0.3042
Si 0.265 -0.499 -1.4317
O 0.0618 0.1032 -0.0297
O -0.0446 -0.0574 0.0355
O 0.1322 -0.0366 -0.0885
O -0.0982 -0.0018 -0.2591
O -0.0413 0.0007 0.1984
O -0.0073 -0.0826 -0.2168
O 0.0147 0.0009 0.1946
O -0.0358 0.1369 0.2781
O -0.2166 0.192 0.4925
O 0.1429 0.1232 -0.0299
O 0.0404 0.1495 0.2069
O -0.2668 -0.1318 -0.0646
O 0.1622 0.0979 0.0932
O 0.1882 0.0762 0.4302
O 0.407 -0.0529 -0.1103
O 0.1809 1.4581 -0.561
O -0.069 -0.0086 0.1648
O 0.0585 -0.158 -0.2358
O -1.5898 0.2408 -0.9458
O -0.1578 -0.3294 -0.6529
O -0.3076 0.2511 -0.247
O 0.0337 -0.0139 -0.0729
O -0.1579 -0.2198 -0.3179
O 0.0597 -0.0753 0.1249
O 0.1967 -0.211 0.2234
O 0.0528 -0.0025 -0.1693
O -0.0789 0.1165 -0.3119
O -0.0833 -0.0156 0.5171
O 0.1684 0.0932 0.1668
O -0.0463 -1.143 -0.0106
O 0.0207 -0.2246 0.3903
O 0.8156 0.3627 1.4907
O 0.1265 -0.0764 -0.3179
O -0.1187 0.0245 0.0497
O -0.0199 0.0065 -0.1956
O -0.5164 0.0608 0.5135
O -0.129 -0.248 0.1705
O 1.157 -0.4784 -0.5567
O -0.1824 0.0484 -0.3201
O 0.1458 -0.3829 -0.7241
O 0.1011 -0.2242 0.1699
O -0.2379 -0.1871 0.1625
O -0.0344 -0.0439 -0.1821
O 0.644 -0.4106 1.4036
O -0.0066 0.0211 -0.2012
O 0.0261 0.0111 -0.2454
O -0.1302 0.0382 -0.0979
O 0.3642 -0.1495 0.7779
O 0.1557 0.0612 -0.343
O -0.6157 0.7839 1.304
O -0.0521 -0.0038 -0.2266
O -0.1233 0.0676 -0.2274
O 0.0672 -0.0363 -0.2693
O 0.0649 -0.1274 0.3192
O 0.256 0.2061 -0.5952
O 0.0703 -0.1142 -0.2847
O -0.0624 0.1743 0.1601
O 1.189 0.1931 -0.5529
O 0.0097 0.2169 0.3997
O -0.0234 0.1435 0.0681
O -0.0184 -0.0164 -0.1653
O 0.0527 0.0378 -0.2183
O -1.1845 -0.9276 1.1055
O -0.2348 0.23 -0.0916
O 0.0367 -0.0649 -0.2641
O 0.0502 -0.0663 0.1746
H -0.0535 0.0789 0.0477

The program warned: the cutoff lies below the one the program advises for these potential files; the exchange-correlation potential is rough where the density is thin.
